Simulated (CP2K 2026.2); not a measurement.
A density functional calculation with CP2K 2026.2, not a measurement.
Periodic cell of 504 atoms, Si360O144, from a study of silicon, its oxide and their interface. The atomic structure is a simulated model.
Doubt: the forces sum to 2.26 eV/angstrom along one axis rather than to zero, so they err by at least 0.0045 eV/angstrom per atom on average; the grid cutoff is modest.

Settings: functional PBE; method Gaussian and plane waves; basis set DZVP-MOLOPT-SR-GTH; pseudopotentials GTH-PBE; grid cutoff 350 Ry, relative cutoff 50 Ry; k points Gamma only; occupations fixed; spin none; net charge 0.

Cell vectors (angstrom)
a 16.32 0 0
b 0 16.32 0
c -7.2675 -7.0056 33.4351

Atoms and the computed forces on them: element, x, y, z (angstrom), force x, y, z (eV/angstrom)
Si 1.134 15.143 0.059 0.166 -0.122 0.759
Si 4.27 1.125 0.157 -0.128 0.182 0.758
Si 1.149 4.269 0.128 0.199 -0.115 0.77
Si 3.886 6.98 0.095 0.156 -0.156 0.771
Si -5.563 2.242 33.401 -0.202 0.216 0.742
Si 4.373 12.152 0.044 -0.233 0.065 0.721
Si 6.541 15.283 0.073 0.172 -0.147 0.761
Si 9.251 1.679 0.275 0.027 -0.108 0.758
Si 7.003 3.811 0.202 -0.15 0.132 0.8
Si 9.687 6.504 0.09 -0.098 0.171 0.703
Si 6.503 9.831 0.014 0.154 -0.146 0.742
Si 9.675 11.958 0.037 -0.082 0.221 0.7
Si 12.5 14.759 0.059 -0.234 0.181 0.74
Si 15.311 1.127 0.091 -0.177 0.065 0.705
Si 11.934 4.29 0.004 0.247 -0.107 0.689
Si 7.993 -0.496 33.433 -0.2 0.146 0.712
Si 4.66 2.733 33.388 0.175 -0.176 0.693
Si 7.455 5.48 33.434 0.238 -0.291 0.719
Si 2.701 -0.047 1.412 -0.004 -0.012 -0.05
Si 5.42 2.68 1.48 0.007 -0.015 -0.05
Si 2.721 5.437 1.412 -0.009 0.01 -0.044
Si 5.44 8.2 1.344 -0.008 0.004 -0.064
Si 2.765 10.907 1.277 0.013 -0.021 -0.06
Si 5.501 13.65 1.413 0.002 0.017 -0.052
Si 8.111 0.033 1.45 -0.022 0 -0.083
Si 10.875 2.8 1.476 0.001 0.002 -0.054
Si 8.15 5.411 1.458 0.001 -0.01 -0.062
Si 10.847 8.144 1.315 0.008 -0.007 -0.037
Si 8.127 10.853 1.387 -0.008 0.018 -0.053
Si 10.848 13.6 1.274 0.003 -0.008 -0.06
Si 13.634 0.031 1.347 0.014 -0.012 -0.059
Si 0.04 2.698 1.454 0.001 0.017 -0.047
Si 13.6 5.408 1.269 -0.001 0.007 -0.048
Si 0.041 8.162 1.261 0.013 -0.006 -0.066
Si 13.566 10.857 1.244 -0.023 0.012 -0.061
Si -0.013 13.574 1.351 -0.013 0.011 -0.05
Si 1.409 1.357 2.79 0.002 -0.007 0.019
Si 4.071 4.085 2.768 -0.007 -0.006 0.009
Si 1.349 6.826 2.728 0.002 0.013 0.041
Si 4.087 9.559 2.717 -0.007 0.006 0.037
Si 1.371 12.21 2.663 0.022 0.016 0.001
Si 4.062 14.924 2.768 0.01 0.005 0.022
Si 6.771 1.345 2.855 0.001 0.011 0.05
Si 9.52 4.116 2.854 -0.009 -0.012 0.052
Si 6.787 6.833 2.718 -0.015 -0.002 0.016
Si 9.484 9.467 2.716 0.003 -0.001 0.021
Si 6.849 12.276 2.753 -0.004 -0.016 0.028
Si 9.522 14.949 2.689 0.007 -0.006 0.009
Si 12.262 1.372 2.714 0.001 0 0.018
Si 14.91 4.055 2.712 0.01 0.015 0.029
Si 12.27 6.81 2.657 -0.003 -0.009 0.009
Si 14.96 9.513 2.603 -0.009 -0.006 0.001
Si 12.22 12.228 2.657 0.005 0.003 0.032
Si 14.959 14.956 2.729 -0.006 -0.001 0.04
Si 0.006 -0.011 4.097 -0.009 -0.013 -0.012
Si 2.737 2.726 4.142 0.004 -0.012 0.001
Si -0.028 5.441 4.054 0.005 -0.01 -0.015
Si 2.718 8.188 4.076 0.005 0.005 -0.013
Si -0.013 10.862 4.008 -0.006 -0.003 -0.001
Si 2.699 13.557 4.084 0.006 -0.006 0.005
Si 5.403 -0.029 4.153 0.013 0 -0.014
Si 8.156 2.722 4.164 0.004 -0.006 -0.007
Si 5.437 5.466 4.089 0.012 0 -0.008
Si 8.147 8.148 4.108 0.014 0.007 0.011
Si 5.452 10.907 4.082 0.001 -0.017 -0.009
Si 8.2 13.613 4.106 -0.014 0.009 0.011
Si 10.887 -0.006 4.047 -0.009 0.012 0.007
Si 13.592 2.714 4.106 -0.002 0.012 0.01
Si 10.919 5.494 4.107 0.001 0.006 -0.009
Si 13.623 8.168 4.019 -0.011 -0.008 0.004
Si 10.868 10.864 4.034 0 0.014 -0.004
Si 13.58 13.581 4.05 -0.007 0.008 0.002
Si 1.329 -1.357 16.359 0.005 -0.008 -0.01
Si 4.02 1.355 16.312 -0.013 0.009 -0.012
Si 1.345 4.057 16.346 -0.018 -0.006 -0.013
Si 4.069 6.79 16.311 -0.007 -0.003 0.001
Si 1.387 9.539 16.274 0.01 0.009 -0.028
Si 4.077 12.246 16.323 0.012 -0.014 -0.017
Si 6.819 -1.362 16.304 -0.001 0.006 -0.01
Si 9.537 1.347 16.319 0.002 -0.006 -0.009
Si 6.798 4.069 16.256 0.016 -0.006 -0.02
Si 9.502 6.811 16.268 -0.004 -0.002 -0.007
Si 6.827 9.533 16.288 -0.005 -0.005 -0.017
Si 9.541 12.245 16.337 -0.001 -0.004 -0.006
Si 12.276 -1.344 16.357 0.004 0.008 -0.003
Si -1.357 1.334 16.382 0.002 -0.005 0.002
Si 12.247 4.048 16.287 -0.016 0.007 -0.01
Si -1.363 6.79 16.313 0.001 -0.004 -0.011
Si 12.252 9.556 16.325 0 0.024 -0.011
Si -1.37 12.284 16.349 0.019 -0.012 -0.008
Si 2.674 0.005 17.718 0.002 0.008 0.02
Si 5.4 2.743 17.595 0.002 0.003 -0.014
Si 2.72 5.41 17.691 0.014 0.005 0.007
Si 5.457 8.174 17.612 0.005 0.008 0
Si 2.694 10.901 17.676 0 -0.019 0.016
Si 5.477 -2.731 17.659 -0.017 -0.009 -0.018
Si 8.164 -0.001 17.672 0 -0.005 0.019
Si 10.939 2.671 17.674 0 -0.016 -0.008
Si 8.169 5.41 17.603 -0.006 0.006 0.015
Si 10.835 8.202 17.614 -0.004 0 -0.013
Si 8.17 10.88 17.688 -0.005 -0.001 0.002
Si 10.934 -2.729 17.688 -0.016 -0.017 0.01
Si -2.71 -0.006 17.794 -0.009 -0.002 0.011
Si 0 2.696 17.741 0.013 0.025 0.014
Si -2.744 5.412 17.644 0.017 0.003 0.003
Si 0.045 8.169 17.602 -0.004 0.008 -0.019
Si -2.707 10.917 17.711 -0.012 0.007 0.018
Si -0.055 -2.668 17.758 -0.005 -0.001 -0.012
Si 1.33 1.335 19.166 -0.028 0.016 -0.028
Si 4.111 4.059 19.048 -0.003 0.002 -0.001
Si 1.354 6.814 18.99 0.006 0.019 -0.02
Si 4.129 9.561 18.97 0.014 0.005 -0.032
Si 1.296 12.248 19.051 0.011 -0.021 -0.018
Si 4.1 -1.38 18.98 0.005 0.001 -0.034
Si 6.711 1.375 18.935 0.003 -0.021 -0.04
Si 9.551 4.042 18.937 -0.009 0.008 -0.021
Si 6.785 6.757 18.93 -0.014 0.002 -0.052
Si 9.527 9.529 19.057 0.005 -0.01 -0.016
Si 6.832 12.251 19.053 -0.003 0.001 -0.003
Si 9.587 -1.343 19.008 0.008 0.013 -0.03
Si -4.055 1.373 19.165 -0.024 0.031 -0.012
Si -1.41 4.067 19.051 0 -0.027 -0.029
Si 12.166 6.804 18.906 -0.004 -0.019 -0.037
Si -1.277 9.523 18.962 0.017 0.026 -0.035
Si -4.058 12.261 19.132 0.016 0.011 -0.027
Si -1.39 -1.34 19.24 0.029 -0.017 0.006
Si -0.11 0.072 20.656 0.009 0.044 0.058
Si 2.842 2.665 20.451 -0.012 -0.014 0.047
Si -0.04 5.487 20.324 -0.016 0 0.053
Si 2.786 8.145 20.275 0.016 -0.015 0.062
Si -0.034 10.869 20.456 -0.019 -0.001 0.037
Si 2.7 -2.685 20.321 -0.008 0.006 0.043
Si 5.436 -0.018 20.342 -0.006 0.015 0.054
Si 8.096 2.728 20.213 0.007 0.001 0.037
Si 5.445 5.462 20.381 0.007 0.014 0.084
Si 8.143 8.083 20.284 -0.006 0.008 0.06
Si 5.44 10.937 20.411 -0.026 -0.016 0.065
Si 8.264 -2.726 20.352 0.011 -0.01 0.051
Si 10.876 0.004 20.478 0.005 -0.019 0.065
Si -2.756 2.782 20.567 0.011 0.006 0.052
Si 10.851 5.445 20.297 0 0.006 0.043
Si -2.704 8.126 20.148 -0.012 -0.005 0.032
Si 10.903 10.844 20.464 0.005 -0.001 0.053
Si -2.754 -2.697 20.636 -0.013 -0.021 0.068
Si 1.575 -1.165 21.696 -0.202 -0.072 -0.696
Si 3.895 0.988 21.815 0.185 0.281 -0.719
Si 1.222 3.937 21.51 0.21 0.194 -0.737
Si 4.298 7.046 21.707 -0.11 -0.197 -0.694
Si 1.702 9.734 21.549 -0.265 -0.077 -0.737
Si 3.802 -4.218 21.689 0.32 0.133 -0.705
Si 7.099 -1.12 21.556 -0.069 -0.056 -0.708
Si 9.176 1.196 21.568 0.179 0.002 -0.706
Si 7.056 4.29 21.602 -0.157 -0.044 -0.673
Si 9.263 6.51 21.619 0.05 0.186 -0.734
Si 6.565 9.22 21.536 0.037 0.145 -0.721
Si 9.811 -3.828 21.749 -0.101 -0.171 -0.755
Si -4.365 -1.505 21.968 0.276 0.207 -0.715
Si -1.143 1.843 22.043 -0.4 -0.522 -0.561
Si -3.953 4.424 21.756 -0.089 -0.231 -0.664
Si -1.693 6.61 21.584 0.166 -0.033 -0.664
Si -3.775 9.571 21.587 -0.29 0.008 -0.656
Si -1.669 -4.422 21.853 0.228 0.221 -0.709
Si 3.441 10.357 26.365 0.013 -0.011 -0.112
Si 6.145 3.767 24.488 0.006 0.013 -0.128
Si 9.041 0.179 28.226 0.08 -0.019 0.044
Si -4.652 7.937 28.534 -0.048 0.014 0.067
Si 4.767 -4.026 24.581 -0.003 -0.036 -0.089
Si 1.676 -4.819 28.55 -0.013 0.052 0.027
Si 6.911 9.992 24.366 0.003 0.009 0.028
Si 7.125 4.926 30.535 -0.021 0.062 0.071
Si 9.264 -1.43 25.769 0.036 -0.046 -0.032
Si 2.624 -6.234 30.863 -0.082 0.016 0.069
Si 5.948 6.635 28.656 0.041 -0.062 0.022
Si 1.159 9.289 24.504 0.105 0.162 -0.031
Si 1.101 4.719 24.395 0.045 0.035 0.004
Si -5.328 3.527 30.65 0.066 -0.069 0.063
Si 0.994 -1.893 24.636 0.027 0.068 -0.095
Si -5.3 6.396 26.166 0.032 -0.043 -0.009
Si 8.92 4.358 25.788 -0.04 -0.213 -0.093
Si -0.597 -4.406 24.765 -0.046 0.093 -0.117
Si -0.863 9.767 28.42 0.025 -0.008 0.137
Si 10.73 2.746 23.834 0.016 0.109 -0.145
Si 10.888 8.164 23.72 0.013 -0.049 -0.046
Si -2.389 -4.334 27.34 0.005 -0.031 -0.025
Si -2.877 2.648 29.131 -0.036 -0.023 0.105
Si -2.011 7.552 26.876 -0.006 -0.002 0.063
Si 6.584 -1.707 24.444 -0.037 0.039 -0.089
Si -4.34 -4.107 31.371 0.006 0.045 0.186
Si 9.527 10.915 24.368 0.039 0.076 0.033
Si 5.458 8.105 26.13 -0.079 -0.027 -0.047
Si -4.119 0.077 27.712 -0.087 0.051 -0.089
Si 1.476 5.22 30.525 0.046 -0.016 0.126
Si 4.443 4.499 29.657 0.047 0.003 0.057
Si -0.748 7.138 24.362 -0.008 0.01 -0.138
Si 7.386 -5.459 30.602 -0.021 0.105 0.059
Si 5.096 0.999 24.775 -0.105 -0.077 -0.204
Si 0.411 7.982 30.6 -0.092 0.075 0.007
Si 2.845 -0.416 26.399 -0.079 -0.029 -0.075
Si 2.041 0.178 30.606 -0.026 0.069 0.082
Si 5.504 -3.083 30.483 -0.045 0.031 0.081
Si -0.078 0.121 26.461 0.103 -0.029 -0.142
Si -4.623 6.463 31.259 0.017 -0.007 0.147
Si -2.68 4.721 26.784 0.072 -0.045 -0.087
Si -2.089 -1.929 31.399 -0.107 -0.047 0.196
Si 8.732 3.152 28.628 -0.057 0.049 0.12
Si 4.84 1.653 30.459 -0.015 0.121 0.106
Si 0.002 2.424 30.457 -0.009 0.046 0.156
Si -6.062 -5.556 29.176 -0.018 -0.031 0.102
Si -5.473 -3.995 26.675 -0.039 0.021 -0.048
Si 7.101 -0.307 30.484 0.005 0.034 0.06
Si 3.802 5.921 24.631 0.048 0.004 -0.15
Si -1.8 -1.577 28.516 -0.099 0.008 -0.094
Si 2.918 -2.148 28.86 0.097 0.001 0.05
Si 5.161 8.828 30.573 0.084 -0.045 0.068
Si -4.637 0.023 24.655 -0.008 -0.134 -0.022
Si -0.972 2.659 25.07 0.003 0.085 -0.233
Si 1.357 14.938 5.444 0.008 0.013 0.01
Si 4.076 1.358 5.498 0.006 -0.003 0.012
Si 1.337 4.094 5.44 -0.007 0.02 0.003
Si 4.07 6.82 5.441 -0.002 0.006 0.007
Si 1.341 9.531 5.418 0.005 -0.002 0.008
Si 4.075 12.231 5.451 0.006 -0.001 0.013
Si 6.809 14.946 5.465 -0.006 -0.003 0.016
Si 9.538 1.34 5.454 -0.003 -0.003 0.011
Si 6.789 4.105 5.472 0 -0.003 0.005
Si 9.531 6.817 5.463 0.001 -0.011 0.017
Si 6.795 9.531 5.445 -0.006 0.007 0.014
Si 9.542 12.226 5.437 0.009 -0.005 0.012
Si 12.237 14.951 5.418 0.003 -0.004 0.014
Si 14.963 1.355 5.448 0.001 -0.005 0.013
Si 12.244 4.092 5.454 -0.008 0 0.017
Si 14.953 6.81 5.417 -0.005 -0.004 0.01
Si 12.25 9.519 5.392 0.001 -0.008 0.006
Si 14.958 12.224 5.394 0.006 0.005 0.008
Si 2.706 -0.016 6.819 0.001 0.003 0.005
Si 5.442 2.73 6.83 0 -0.002 0.001
Si 2.708 5.452 6.796 -0.001 -0.006 -0.001
Si 5.435 8.169 6.805 0.005 0.002 0
Si 2.706 10.875 6.798 -0.002 0.003 -0.002
Si 5.439 13.589 6.812 0.002 0.003 0.002
Si 8.167 -0.007 6.816 -0.001 0 -0.003
Si 10.886 2.719 6.805 0.001 0.003 0
Si 8.17 5.449 6.819 0.006 0.005 0.001
Si 10.898 8.182 6.795 -0.007 0.002 -0.002
Si 8.166 10.883 6.801 0 -0.004 -0.002
Si 10.89 13.594 6.796 -0.006 0 0.001
Si 13.595 -0.01 6.791 0.001 -0.002 0.002
Si -0.005 2.724 6.805 0.007 -0.001 0.002
Si 13.607 5.453 6.8 -0.002 -0.002 -0.003
Si -0.006 8.163 6.784 -0.003 -0.002 -0.001
Si 13.604 10.872 6.77 -0.002 -0.003 -0.006
Si -0.012 13.579 6.785 0 0 0.001
Si 1.351 1.358 8.165 -0.004 -0.006 -0.002
Si 4.066 4.089 8.165 0.006 -0.001 -0.005
Si 1.351 6.809 8.156 -0.001 0.004 -0.003
Si 4.07 9.522 8.163 -0.007 -0.006 -0.002
Si 1.352 12.237 8.158 0.008 -0.003 -0.004
Si 4.081 -1.366 8.17 0.007 0.002 -0.004
Si 6.808 1.361 8.173 0.01 0.009 0.001
Si 9.524 4.076 8.169 -0.011 -0.008 0.001
Si 6.801 6.81 8.165 0.002 -0.001 -0.005
Si 9.531 9.529 8.158 0.01 0.008 -0.002
Si 6.802 12.235 8.165 -0.006 -0.006 -0.004
Si 9.527 -1.372 8.164 -0.009 0.002 -0.003
Si 12.245 1.357 8.158 -0.008 0.009 -0.007
Si -1.36 4.088 8.162 -0.004 0.005 -0.003
Si 12.244 6.809 8.158 -0.004 -0.003 -0.005
Si -1.362 9.52 8.148 0.002 -0.006 -0.006
Si 12.253 12.233 8.146 0.003 0.008 0.001
Si -1.363 -1.371 8.147 0.001 -0.001 -0.003
Si -0.008 -0.007 9.514 -0.003 0.006 -0.002
Si 2.715 2.718 9.522 0.001 0.004 -0.003
Si -0.001 5.446 9.522 0.007 0 -0.003
Si 2.71 8.164 9.521 0.006 -0.007 -0.003
Si -0.005 10.877 9.518 -0.002 0 0.001
Si 2.716 13.595 9.521 0 0.006 -0.001
Si 5.441 -0.001 9.526 0.003 0.002 0.002
Si 8.166 2.718 9.532 0.003 -0.001 0.006
Si 5.436 5.444 9.519 -0.003 0.002 -0.003
Si 8.17 8.167 9.516 0 0.001 -0.001
Si 5.436 10.881 9.521 0.002 -0.001 -0.002
Si 8.161 13.597 9.523 -0.004 -0.003 0.003
Si 10.884 -0.003 9.518 -0.002 0.001 0.001
Si 13.601 2.722 9.515 0.005 -0.003 0
Si 10.888 5.442 9.519 -0.005 -0.001 0.002
Si 13.605 8.164 9.52 -0.003 0 0.001
Si 10.89 10.886 9.517 -0.01 -0.001 0
Si 13.605 13.593 9.513 -0.001 -0.003 0.001
Si 1.358 -1.359 10.876 0.005 -0.002 -0.002
Si 4.076 1.358 10.883 0.003 0 0.003
Si 1.355 4.077 10.877 -0.001 0.002 0.001
Si 4.072 6.802 10.874 -0.001 0.004 -0.002
Si 1.354 9.523 10.886 0.006 -0.002 0.002
Si 4.077 12.24 10.885 0.004 -0.005 0.001
Si 6.8 -1.363 10.885 0.007 0.005 0
Si 9.527 1.353 10.887 -0.01 0.004 0.007
Si 6.794 4.079 10.878 0 0.002 0
Si 9.525 6.802 10.876 -0.007 -0.004 -0.001
Si 6.807 9.526 10.871 -0.005 -0.007 -0.003
Si 9.527 12.243 10.877 0.003 0.005 0.001
Si 12.247 -1.364 10.87 -0.002 0.002 0.001
Si -1.365 1.357 10.872 -0.005 0.005 0
Si 12.247 4.081 10.881 -0.006 -0.002 -0.003
Si -1.36 6.804 10.887 0 -0.001 0.002
Si 12.248 9.526 10.879 0.002 0.003 0
Si -1.357 12.241 10.881 0.003 -0.001 0.004
Si 2.713 -0.001 12.244 -0.004 0.005 0.001
Si 5.437 2.717 12.242 0.007 0.006 0.004
Si 2.713 5.438 12.232 0.006 0 0.001
Si 5.439 8.166 12.217 0.003 0 -0.007
Si 2.714 10.884 12.247 0 -0.002 0.006
Si 5.435 13.603 12.247 -0.001 0.003 0.002
Si 8.164 -0.008 12.247 -0.005 -0.008 0.007
Si 10.893 2.714 12.241 0 0.005 0.005
Si 8.16 5.439 12.229 -0.003 0.002 0
Si 10.89 8.161 12.233 0.001 0.004 -0.005
Si 8.164 10.886 12.234 -0.003 -0.004 -0.003
Si 10.888 13.603 12.233 -0.009 -0.001 0
Si 13.602 -0.005 12.233 -0.002 -0.001 0.001
Si -0.006 2.714 12.231 0.001 -0.005 -0.001
Si 13.606 5.437 12.249 0.004 -0.003 0.004
Si -0.004 8.166 12.25 0.002 -0.003 0.003
Si 13.603 10.888 12.246 -0.007 -0.002 0.006
Si 0.002 13.606 12.239 0.005 0.002 0.001
Si 1.338 1.352 13.599 0 0.012 -0.001
Si 4.065 4.075 13.592 -0.006 0.004 0.011
Si 1.354 6.792 13.598 0.002 0.001 0.008
Si 4.089 9.52 13.587 0.017 -0.013 -0.001
Si 1.359 12.254 13.607 0 -0.003 0.002
Si 4.069 -1.359 13.611 -0.001 0.008 0.004
Si 6.795 1.349 13.601 0.006 -0.002 0.006
Si 9.524 4.077 13.584 -0.007 0.002 0.001
Si 6.79 6.805 13.572 -0.007 0.011 -0.002
Si 9.535 9.531 13.584 -0.003 -0.008 0.003
Si 6.805 12.244 13.599 -0.003 -0.003 0.007
Si 9.537 -1.365 13.603 0.004 -0.002 -0.001
Si 12.25 1.348 13.604 0.003 -0.006 0.005
Si -1.354 4.064 13.605 0.006 -0.006 0.001
Si 12.246 6.804 13.602 -0.004 0.001 0.005
Si -1.358 9.535 13.614 -0.008 0.008 0.006
Si 12.247 12.258 13.603 -0.009 0.001 0.003
Si -1.356 -1.353 13.598 0.008 -0.005 -0.003
Si -0.012 -0.003 14.981 -0.005 -0.001 0.002
Si 2.689 2.719 14.947 -0.004 -0.009 0
Si 0.002 5.426 14.967 0.004 -0.005 0.002
Si 2.729 8.154 14.935 -0.001 0.004 -0.004
Si -0.008 10.913 14.974 0.004 0.004 -0.005
Si 2.705 -2.707 14.985 -0.007 -0.003 0.001
Si 5.425 0.001 14.973 -0.004 -0.001 0.006
Si 8.178 2.702 14.94 -0.002 0.012 -0.005
Si 5.43 5.446 14.932 0.011 0.003 0.01
Si 8.157 8.17 14.911 0.002 0 -0.005
Si 5.438 10.887 14.954 -0.002 -0.005 0.003
Si 8.179 -2.726 14.958 0.003 -0.001 -0.001
Si 10.899 -0.014 14.972 -0.01 -0.007 0.003
Si -2.696 2.686 14.969 0.002 0.001 -0.004
Si 10.883 5.432 14.946 -0.005 0.002 -0.001
Si -2.719 8.171 14.968 -0.002 0.001 0.002
Si 10.888 10.895 14.954 -0.003 0.001 0.003
Si -2.713 -2.698 14.964 0.001 0.007 0.002
O 4.541 1.289 23.275 0.116 0.288 0.135
O 1.423 8.984 22.95 -0.079 -0.581 -0.013
O -1.877 9.363 33.095 0.05 0.151 -0.338
O -4.733 3.923 23.114 -0.101 0.149 0.273
O 3.702 6.502 23.117 -0.261 -0.001 0.127
O 6.509 8.569 25.002 0.255 -0.478 -0.204
O 10.692 -4.807 25.292 0.472 -0.046 -0.098
O 4.745 9.454 26.667 0.163 0.285 0.329
O 7.379 9.727 22.846 0.388 0.254 -0.072
O 1.672 0.012 32.174 -0.445 0.146 0.032
O 0.493 7.928 25.01 0.44 -0.123 0.34
O 4.868 4.719 24.667 -0.217 -0.291 0.102
O 9.116 9.293 33.032 0.151 0.148 -0.454
O 3.565 -1.57 33.037 -0.099 0.119 -0.499
O 5.099 -3.401 32.025 0.217 -0.316 -0.165
O 6.356 -1.724 30.445 0.171 0.056 -0.195
O 1.64 5.446 32.124 -0.383 0.179 -0.089
O 7.556 -5.11 32.177 -0.351 0.27 0.031
O 1.064 -1.948 23.029 -0.29 -0.316 0.024
O -3.363 -1.179 28.375 -0.301 -0.42 0.107
O 6.449 -1.875 22.843 -0.505 -0.512 -0.195
O 7.636 3.623 29.72 -0.091 -0.355 0.23
O -4.179 7.249 29.922 0.226 0.023 -0.005
O 3.739 -4.504 25.723 -0.16 0.367 0.37
O -5.52 -3.407 32.215 -0.274 -0.118 -0.425
O -2.757 -0.691 32.185 0.229 -0.013 -0.381
O -0.618 8.985 29.826 -0.377 -0.117 0.386
O -0.207 2.228 32.049 0.185 -0.473 -0.098
O 8.184 5.373 22.117 0.092 0.127 0.584
O 4.105 -6.324 30.24 0.261 0.285 -0.217
O -3.659 -5.276 32.242 -0.076 -0.275 -0.27
O 1.731 4.564 22.914 0.552 0.006 -0.079
O 0.863 -4.272 33.145 0.06 -0.054 -0.394
O 3.514 3.84 32.989 0.082 0.002 -0.19
O -6.009 2.833 31.947 -0.39 -0.035 -0.39
O 2.727 10.921 21.99 -0.215 0.142 0.19
O -3.921 -0.102 26.102 0.496 -0.184 -0.113
O -3.353 5.984 32.147 0.372 0.342 -0.105
O 7.45 0.083 32.014 -0.095 0.544 -0.073
O 0.529 3.299 24.933 0.418 -0.47 -0.029
O -5.538 7.464 32.138 -0.099 0.067 -0.398
O -1.392 2.313 29.661 0.039 -0.335 -0.113
O 0.653 3.878 30.184 0.122 0.059 -0.515
O 5.071 5.282 28.372 -0.287 -0.218 -0.797
O 8.502 -0.667 26.967 -0.584 0.098 0.137
O 9.66 5.765 25.596 -0.323 0.51 -0.539
O -1.637 -3.111 28.069 0.477 -0.044 0.242
O 4.322 7.105 25.589 -0.458 0.194 0.118
O 5.523 4.8 30.859 -0.067 0.057 0.437
O -4.156 8.592 22.833 0.296 -0.398 0.12
O -1.753 5.989 27.239 0.373 -0.021 0.487
O 10.135 -0.426 24.843 -0.14 0.028 -0.449
O 8.099 -2.07 24.866 0.206 -0.343 -0.092
O -1.48 1.968 23.661 -0.422 -0.231 0.219
O 10.866 -2.685 22.268 0.068 -0.147 0.223
O -0.253 5.606 24.388 -0.43 -0.337 0.211
O 6.372 6.653 33.13 0.115 0.105 -0.314
O 2.017 -1.257 29.869 -0.474 -0.117 -0.08
O -2.023 3.759 25.649 -0.085 0.038 -0.1
O -5.601 6.956 27.661 -0.344 -0.246 0.327
O -5.442 9.307 28.845 0.133 -0.018 -0.078
O -5.666 0.105 28.173 -0.014 0.153 0.189
O 2.742 -5.957 32.432 0.183 0.009 -0.036
O 2.44 -1.501 25.254 0.268 -0.239 -0.255
O 3.561 0.69 30.49 0.178 -0.392 0.08
O -1.382 -1.393 30.061 0.615 0.417 0.154
O 5.187 2.117 31.976 0.495 0.014 0.137
O -3.348 8.119 27.585 -0.091 0.382 -0.114
O 2.495 9.561 25.335 -0.001 -0.117 -0.216
O -2.048 7.513 25.251 -0.519 0.273 -0.295
O -3.217 -3.014 30.998 -0.085 0 -0.261
O 6.323 7.367 27.28 0.467 0.097 -0.272
O -0.845 8.571 27.332 0.519 -0.337 -0.227
O -2.804 5.535 22.178 0.119 0.12 0.307
O -0.847 1.501 26.185 -0.215 -0.114 0.181
O 0.999 1.241 29.974 -0.074 -0.053 -0.473
O -4.979 -4.747 30.054 0.141 -0.012 -0.354
O -0.141 7.744 32.096 -0.056 -0.547 -0.091
O 4.104 -3.598 23.169 -0.099 0.614 0.089
O 2.696 -0.067 22.16 -0.186 0.151 0.215
O 8.133 10.693 25.164 -0.099 0.405 0.523
O -2.909 3.921 28.155 0.035 0.332 0.244
O 0.134 2.82 21.942 0.202 -0.135 0.06
O -3.813 2.995 30.419 0.314 -0.336 0.489
O 6.652 9.424 30.483 0.191 -0.387 -0.018
O 7.462 4.426 25.126 -0.086 0.348 0.158
O -1.188 -3.935 23.331 0.156 0.25 0.068
O 8.461 1.671 28.076 -0.572 0.099 -0.231
O 8.738 4.132 27.367 0.073 0.302 0.094
O -4.948 7.6 25.144 0.252 0.111 0.29
O 1.899 -3.256 28.239 -0.251 0.096 -0.26
O -0.085 -0.77 25.1 -0.565 0.241 -0.486
O 10.275 -2.511 26.412 0.124 0.228 0.208
O 9.654 2.106 22.822 -0.096 0.122 0.104
O 1.483 0.35 26.854 0.031 0.244 0.143
O -4.486 1.068 33.032 0.163 0.014 -0.51
O 0.663 6.51 29.953 -0.304 -0.177 -0.64
O -1.827 3.998 33.007 0.054 -0.089 -0.246
O 2.966 5.068 29.915 -0.045 0.054 -0.153
O 5.011 7.621 29.527 -0.553 -0.119 -0.145
O 1.859 8.689 30.625 0.252 -0.218 -0.261
O 2.359 5.385 25.178 -0.113 -0.078 0.39
O 8.115 0.058 22.106 -0.012 -0.107 0.299
O -1.104 7.487 22.829 -0.05 0.336 -0.056
O -6.139 3.137 29.325 0.433 -0.372 -0.174
O 6.458 -4.291 29.961 0.02 -0.055 -0.57
O -2.751 10.709 22.161 -0.162 0.08 0.25
O 9.096 -1.646 33.053 -0.018 -0.059 -0.432
O 3.474 -1.195 27.669 0.684 -0.068 0.01
O -4.09 5.309 26.219 -0.082 -0.334 -0.035
O 6.174 -0.2 24.826 0.159 0.313 0.259
O -0.943 -2.597 32.299 0.132 0.023 -0.409
O 7.257 6.218 29.541 0.628 0.376 -0.158
O -2.228 -5.671 28.27 -0.484 -0.061 0.051
O 9.888 3.243 25.117 0.128 -0.301 0.293
O 5.591 -2.766 25.146 -0.168 0.078 0.673
O 9.99 -4.733 27.817 -0.346 0.11 0.074
O 5.674 11.001 24.287 -0.082 -0.213 -0.113
O 4.46 2.894 29.488 -0.084 -0.05 -0.298
O -3.429 1.416 28.261 0.197 -0.115 -0.262
O 8.461 -0.407 29.615 0.17 -0.421 0.011
O 9.204 -4.43 23.124 -0.442 0.143 0.261
O 9.999 9.48 23.856 -0.115 -0.071 -0.244
O 0.521 -3.325 25.199 0.338 -0.145 0.458
O 0.11 10.49 24.62 -0.277 -0.147 -0.009
O 9.999 7.061 22.954 -0.066 -0.116 0.395
O -3.973 -0.852 23.439 0.315 0.118 0.149
O 4.171 -2.889 29.58 0.157 -0.161 0.003
O -4.556 1.582 24.248 0.366 0.087 -0.013
O 5.416 8.184 22.085 -0.129 0.201 0.171
O 1.835 -5.028 30.144 -0.096 0.286 0.445
O 6.115 0.838 29.899 0.083 0.221 -0.41
O 2.764 -5.716 27.787 0.235 -0.34 0.219
O 8.833 -5.626 29.922 -0.045 -0.059 0.004
O 7.939 5.026 31.929 0.391 0.056 -0.166
O -3.939 -3.971 27.132 -0.01 0.05 0.159
O 0.261 -5.436 28.096 0.017 -0.015 -0.486
O -1.756 -4.541 25.868 -0.3 -0.249 -0.228
O -5.423 5.127 30.848 -0.498 -0.059 -0.177
O 6.42 3.549 22.904 -0.294 -0.672 -0.04
O -0.844 -0.633 27.646 0.228 0.27 0.397
O 3.895 0.644 25.794 0.019 0.164 0.364
O 4.76 8.311 32.05 -0.342 0.224 -0.095
O 5.841 2.359 25.214 0.044 -0.006 0.664

Results
total energy: -101658.090 eV
total energy less fixed offsets of O -438.35, Si -107.03 eV per atom: -4.890 eV
